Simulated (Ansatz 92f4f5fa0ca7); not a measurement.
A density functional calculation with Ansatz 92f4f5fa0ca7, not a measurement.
Periodic cell of 222 atoms, Si134O80N8, from a study of silicon, its oxide and their interface. The atomic structure is a simulated model.
This geometry differs little from another in the collection (a relaxation step or a small displacement).

Settings
functional: r2SCAN
potential files: Ansatz PAW
basis: plane waves
wave-function cutoff: 800 eV
density cutoff ratio: 5
exchange-correlation grid ratio: 1
k mesh: 1 x 1 x 1, shifted by 0.5 0.5 0 of a step
self-consistency stop: 1e-10 eV per atom in the density residual
occupations: fixed
spin: none
net charge: 0

Cell vectors (angstrom)
a 10.88 0 0
b 0 10.88 0
c 0 0 31.766

Atoms and the computed forces on them: element, x, y, z (angstrom), force x, y, z (eV/angstrom)
Si -0.2076 0.4033 0.1977 0.0006 -0.001 -0.0005
Si 2.4528 3.061 0.053 0.0001 0.0034 -0.0011
Si 0.3002 5.29 -0.0111 0.001 0.0017 0.002
Si 3.0369 7.9387 -0.1219 0.0007 0.0013 0.0019
Si 5.7123 -0.0682 -0.1608 -0.0021 0.0011 0.0005
Si 8.4744 2.5426 -0.0617 -0.0029 0.0029 0
Si 5.24 5.6953 -0.1754 -0.0008 0 0.0017
Si 7.866 8.5735 0.0684 -0.0013 0.0007 -0.0015
Si 1.327 1.5624 1.4653 0.001 0.0001 -0.0006
Si 4.096 4.197 1.2555 0.0009 -0.0001 0.0004
Si 1.4458 6.8695 1.2648 0.0008 0.0001 0.0003
Si 4.1155 9.613 1.1544 -0.0005 0.0002 -0.0007
Si 6.8585 1.4261 1.2426 -0.0008 -0.0002 0.0009
Si 9.5683 4.1487 1.2697 0.0007 0.0004 -0.0017
Si 6.7368 6.8922 1.2404 0.0009 -0.0001 -0.002
Si 9.4714 9.6607 1.3723 0.0012 -0.001 0.0004
Si -0.0315 2.8712 2.7948 0.0006 0.0001 -0.0001
Si 2.7397 0.0575 2.5812 0.0004 -0.0004 -0.0006
Si 0.0172 8.2219 2.5849 0.0008 0.0002 0.0003
Si 2.7533 5.5201 2.6805 0.0001 -0.0003 0.0016
Si 5.4605 2.7846 2.5604 -0.0005 0.0017 0.0004
Si 8.1309 0.1038 2.738 0.0003 -0.0001 0.0021
Si 5.4021 8.2461 2.6288 0.0013 0.0008 -0.0005
Si 8.1543 5.518 2.5572 0 0.001 -0.0002
Si 1.3972 4.1836 4.0669 0.0009 0.0003 -0.0004
Si 4.1149 1.4053 3.9426 0.001 0 0.0003
Si 1.3803 9.5713 3.9524 -0.0002 0.0006 0.0002
Si 4.0871 6.88 4.0187 0.001 0 -0.0007
Si 6.8208 4.1299 3.9363 0.001 -0.0006 0.0001
Si 9.5088 1.4375 4.0748 0.0007 0.0001 0.0003
Si 6.7829 9.5549 4.0152 0.0002 -0.0009 -0.0005
Si 9.5416 6.8377 3.9444 0.001 0 0.0004
Si 0.0187 0.0271 5.3423 0.0008 0.0002 0.0002
Si 2.7545 2.7488 5.3398 0.0002 0.0006 0.0002
Si 0.0029 5.5068 5.3801 0.0007 0 0.0002
Si 2.7063 8.2114 5.3565 0.0012 -0.0001 0
Si 5.4283 0.0372 5.3521 0.0002 0.0001 0.0001
Si 8.1349 2.7828 5.3809 0.0003 0.0007 0.0003
Si 5.4624 5.4715 5.3125 0.0005 0.0006 0.0003
Si 8.1711 8.1705 5.3249 0.0004 0.0007 0.0001
Si 1.388 1.3795 6.6908 0.0003 0 0.0006
Si 4.1292 4.0997 6.6922 0.0002 0.0001 0.0002
Si 1.3707 6.8453 6.731 0.0006 -0.0001 -0.0006
Si 4.0727 9.5526 6.7117 0.0006 0.0005 -0.0002
Si 6.8095 1.3622 6.7143 0.0005 0.0003 -0.0005
Si 9.5402 4.1011 6.7212 0.0003 0.0005 0.0001
Si 6.8229 6.7881 6.6887 0.0002 0.0001 0.0003
Si 9.5403 9.5156 6.6821 0.0006 0 0.0002
Si 0.0164 2.7034 8.0651 0.0004 0.001 0.0002
Si 2.6952 0.0029 8.0699 0.0004 0.0004 0.0003
Si -0.0171 8.1603 8.078 0.0007 0.0005 0
Si 2.7618 5.46 8.0455 0.0001 0.0009 0
Si 5.4462 2.6965 8.0615 0.0007 -0.0001 -0.0001
Si 8.1886 -0.0211 8.0526 0.0004 0.0005 0
Si 5.4581 8.1629 8.0243 0.0005 0.0006 0.0003
Si 8.162 5.42 8.0683 0.0006 0 -0.0001
Si 1.4063 4.0739 9.3762 0.0007 0 0.0002
Si 4.0819 1.3278 9.4107 0.0002 0.0001 0.0005
Si 1.3153 9.5321 9.4283 -0.0006 0.0007 0.0002
Si 4.1126 6.8339 9.4172 0.0009 -0.0003 -0.0001
Si 6.8648 3.9796 9.4127 -0.0006 0.0007 -0.0001
Si 9.5715 1.284 9.4408 0.0001 -0.0002 -0.0003
Si 6.8402 9.4698 9.3998 0.0007 -0.0005 0.0001
Si 9.5087 6.7738 9.4222 0.0003 0.0001 0.0001
Si -0.024 -0.0848 10.9035 0.0007 0.0006 0.001
Si 2.7106 2.6782 10.7509 0.0008 0.0008 0.001
Si 0.0172 5.398 10.717 -0.0001 0.001 -0.0007
Si 2.6892 8.2081 10.7565 -0.0004 0.0005 -0.0004
Si 5.4551 -0.0724 10.7214 0.0006 0.0002 -0.0005
Si 8.2138 2.5818 10.8182 0.0011 0.0001 -0.0001
Si 5.5199 5.4005 10.6677 0.0005 -0.0002 0.001
Si 8.1856 8.1294 10.8201 -0.0003 -0.0009 0.0006
Si 1.3898 1.3056 12.1793 0 0.0007 -0.0013
Si 4.147 4.0625 11.9659 0.0001 0.0006 -0.0013
Si 1.2775 6.85 12.0502 -0.0013 0.0009 -0.0019
Si 4.0718 9.5429 12.1242 0.0001 -0.0005 -0.0002
Si 6.8317 1.1472 12.1503 0.0007 -0.0011 0.0003
Si 9.686 3.9158 12.0925 -0.0009 0 -0.0003
Si 6.9046 6.6424 12.0937 0.0013 0.0004 -0.001
Si 9.4704 9.4172 12.3388 0.0009 0.0024 -0.0004
Si 0.0503 2.5566 13.6388 0.0004 -0.0013 0.0004
Si 2.8434 0.1516 13.608 -0.0002 0.0012 0.0011
Si -0.0053 8.0471 13.6924 0.0003 -0.0017 0.001
Si 2.6605 5.3849 13.1706 0.0012 -0.0024 0.001
Si 5.5245 2.7 13.272 -0.0002 0.0012 0.0004
Si 7.9857 -0.2466 13.7621 0.0002 -0.0004 -0.0002
Si 5.2908 7.8601 13.2406 0.0028 0.0002 -0.0003
Si 8.3867 5.284 13.4112 -0.0001 0.001 -0.0002
Si 1.5429 4.1087 14.689 -0.0003 0.0012 0.002
Si 4.0368 1.9312 14.8641 0.0003 -0.0045 0.0014
Si 1.6893 9.3502 14.7612 -0.0026 0.0059 -0.0008
Si 3.6556 6.8463 14.6557 0.0052 -0.0082 0.0057
Si 7.07 3.7975 14.6064 -0.0008 0.0009 0.0022
Si 9.1857 1.4658 14.9419 0.0019 0.0011 -0.0019
Si 6.3568 8.9982 14.8495 0.0016 0.001 -0.0014
Si 9.9313 6.1695 14.9864 -0.0001 -0.0001 -0.0007
Si 5.2639 5.2849 18.7513 -0.0016 -0.0001 -0.0018
Si 4.8922 10.8509 16.8254 -0.0019 0.0018 -0.0001
Si 12.0385 -1.7294 17.7087 0.0003 0.0002 0.0002
Si 7.0441 6.2314 16.412 -0.0004 -0.0024 -0.0036
Si 9.3208 7.6058 17.6768 -0.002 -0.0025 -0.0016
Si 4.413 4.4838 16.2403 -0.0001 0.001 -0.0022
Si 9.5595 -0.1645 17.5468 -0.0017 0.0002 -0.0009
Si 13.3758 10.6022 23.2429 -0.0011 -0.0012 0.0004
Si 2.8076 4.2886 24.5139 -0.0007 -0.0008 -0.0002
Si 6.8427 8.075 23.5926 0.0015 0.0006 -0.0014
Si 2.7085 0.6508 18.7639 0.0006 -0.0016 -0.0021
Si 7.0866 -1.3079 18.4834 -0.0028 -0.0003 -0.0022
Si 6.9038 5.2265 21.2578 -0.0007 0.0005 -0.0015
Si 9.7797 11.8883 20.4989 -0.0023 -0.0009 -0.0018
Si 9.929 4.096 21.3148 -0.0002 0 -0.0022
Si 7.2122 10.9364 22.2325 -0.0005 -0.0037 0.0006
Si 13.6932 3.7024 18.6375 0.0013 -0.0001 -0.0029
Si 1.1087 9.7055 20.6638 -0.0002 -0.0007 -0.002
Si 0.1514 11.939 25.0184 0.0001 -0.0096 0.0018
Si 7.7748 -2.9157 20.1994 -0.0008 0.0037 0.0008
Si 2.8784 6.3837 17.7268 0.0031 0 -0.0049
Si 10.843 4.1103 24.3117 -0.0004 0 0
Si 3.6275 10.0916 25.8971 0.0013 0.0013 0.0006
Si 10.5098 -3.9253 20.2508 -0.0014 0.0004 -0.0014
Si 0.7681 9.8732 26.973 0.0011 -0.0007 0.0011
Si 4.0564 13.1743 26.5151 0.0019 -0.0022 0.0029
Si -7.0494 1.3189 29.5203 0 0.0007 0.0014
Si -4.2556 -1.2985 26.3623 0.001 0.0002 0.0005
Si -3.6899 4.3795 29.4663 -0.0014 0.0005 0.0063
Si -1.5654 6.715 29.7115 0.0032 0.0011 0.0003
Si 1.7014 -0.9335 29.7588 0.0016 -0.0021 0.0012
Si 8.321 5.9303 25.0259 0.0001 0.001 0.0015
Si 4.4182 -9.6667 21.4378 0.0001 -0.0002 -0.0026
Si -2.9123 11.9775 25.0418 0.0003 -0.0018 0.0025
Si 6.887 14.4747 26.3527 -0.0002 0.0004 0.002
Si 4.8956 5.8645 23.1299 0.0008 -0.0011 -0.0001
Si 9.1528 19.0504 27.0972 0.002 -0.0013 -0.0008
Si 14.3757 3.9396 21.6563 0.0013 -0.0003 -0.0022
O 1.3224 4.9534 24.6339 -0.0005 0 -0.0004
O 0.8014 -0.2822 30.9033 0.0003 0.0012 0.0003
O 6.7458 -2.189 25.052 0.0007 -0.0002 -0.0003
O 1.3739 4.1583 -0.5234 -0.002 -0.0026 -0.0004
O -2.8878 2.5837 25.7037 0.0007 0.0001 -0.0001
O 0.1829 2.6688 25.0127 -0.0004 -0.0055 0.0016
O 8.2309 5.5939 29.3316 0.0005 0.0013 -0.0002
O 2.3597 8.5722 30.2944 -0.0015 0.0005 -0.0007
O 5.1641 0.7068 30.2467 0.0017 -0.0005 -0.0005
O 7.8198 3.1741 30.3461 0.0011 -0.0009 -0.0007
O 5.8708 4.9558 30.2506 0.0013 -0.0009 -0.0001
O 9.5972 1.4248 -0.5276 0.0013 0.0004 0.0044
O -2.1051 6.9578 26.1459 0.0002 -0.002 -0.0024
O 4.1262 6.8166 -0.6507 0.0016 0 -0.0014
O 10.573 6.003 30.4193 0.0002 0.0009 -0.0006
O 6.8058 9.6535 -0.5958 0.0031 0.0016 0.0012
O 5.0664 1.4361 16.1082 0.0007 0.0029 0.0004
O 2.2203 -8.6894 18.3806 -0.0006 -0.0002 -0.0015
O 5.6422 -0.7159 18.0988 0.0012 -0.0015 -0.0006
O 7.1089 9.4844 20.1415 -0.0009 -0.0012 -0.0038
O 7.9588 10.4926 17.4789 0.0012 -0.0004 -0.0009
O 2.7665 8.1565 14.9626 -0.0026 0.0017 -0.0026
N 3.722 6.0878 16.2227 0.0006 -0.0005 0.003
O 11.2481 5.1717 15.3635 0.0008 -0.0004 -0.0014
O 9.8952 0.8024 16.2813 -0.0003 -0.0013 0.0006
N 10.2778 9.1004 17.592 0 0.0002 -0.0007
O 5.1701 9.8437 15.6003 -0.0025 -0.0004 -0.0035
N 8.858 6.5153 16.3593 0.0003 0.002 0.0012
N 3.2098 3.4233 15.4134 0 0.0011 -0.0004
O 3.4212 0.1068 17.4273 -0.0008 -0.0011 0.0015
O 12.804 -3.181 17.7551 -0.0004 0.0004 0.0002
N 4.4175 14.8822 17.9325 -0.0006 -0.0005 0.0009
O -1.664 7.7232 20.8805 0.0007 -0.0001 -0.0001
N 7.868 -2.8492 18.4711 0.0032 -0.0042 -0.0027
N 6.1384 4.8299 15.6662 0.0001 0.0017 -0.0011
O 12.874 5.0074 18.039 -0.0017 -0.0009 -0.0002
O 10.887 10.8429 21.0931 -0.0014 -0.0002 0.0011
O 8.0981 13.547 15.3091 0.0005 -0.0016 -0.0001
O 10.2204 6.6941 18.6793 -0.0008 0.0002 0.0008
O 6.6294 7.7353 15.8941 -0.001 -0.0003 0.003
O 9.7611 11.5646 18.9095 -0.0016 -0.0001 0.0006
O 11.6362 8.1057 20.4829 0.0001 -0.0007 -0.0003
O 7.2324 0.9349 23.6109 -0.0016 -0.0007 0.0005
O 2.7 3.8785 20.2586 -0.0007 -0.0003 0.0006
O 1.4391 9.8779 16.2836 0.0015 0.0003 0.0004
O 10.0765 13.5063 20.5892 0.0001 0.0013 0
O 8.3559 4.5267 21.2503 0.0005 -0.0006 0.0004
O 3.6792 0.8074 20.0475 -0.0006 -0.0002 0.0015
O 5.9438 4.6678 20.0775 0.0005 -0.001 0.0019
O 8.4263 0.64 21.3131 0.0005 0.0005 -0.0001
O 4.6622 2.8105 21.5101 -0.0009 0.0017 0.0001
O 6.8743 -4.0441 20.9149 0.0003 -0.0017 0.0013
O 3.0022 3.3212 25.8097 -0.0009 -0.0001 -0.0004
O -1.086 18.3835 28.4089 0.0011 0.0007 0.0005
O 11.4601 22.2903 26.4904 -0.0003 0.0005 -0.0017
O 7.2913 -1.5565 22.6399 0.0001 0.0004 0.001
O 10.5464 3.8073 22.7617 0.0006 -0.0009 -0.0005
O 7.0871 -5.8567 25.5922 0.0009 0.0009 -0.001
O 13.6157 -7.3261 23.0498 -0.001 -0.002 0.0005
O 14.958 6.4402 18.8774 -0.0007 0.0009 0.0018
O -0.5182 9.0363 26.4139 0.0003 -0.0004 -0.0009
O 5.8001 0.4187 21.5446 -0.0014 0.0004 -0.0009
O 2.1067 9.6965 21.9475 0.0005 0.0006 0.0008
O 5.0011 9.5701 26.6428 0.001 -0.0005 -0.0011
O -7.479 9.7541 24.3106 -0.0005 -0.002 -0.0025
O 3.6953 11.7092 25.9517 0.0007 0.0001 -0.0006
N 1.6282 -0.6915 19.059 -0.0002 -0.0007 -0.0009
O 6.4921 5.923 17.9118 -0.0006 0.0011 0.0015
O 7.9256 6.8459 23.7211 0.0003 -0.0002 -0.0012
O -1.3884 11.4895 24.7702 0.0005 0.0005 0.0005
O 4.0604 5.3525 24.4384 0.0001 -0.0002 0.0005
O -3.1426 8.9678 27.4022 -0.0005 0 0.0004
O 5.386 7.403 23.2564 -0.0006 -0.0007 -0.0006
O 3.1104 13.2223 30.5236 0.0011 0.0002 0.0027
O 3.4438 11.7668 22.6761 0.0009 -0.0007 0.002
O 6.9351 3.8216 27.9655 0.0001 -0.0012 -0.0024
O -3.7508 11.0907 26.1074 0.0007 -0.0013 0.002
O 1.1674 0.3631 23.9479 0.0009 0.0002 -0.001
O 6.2314 15.877 22.7194 -0.0015 0.0003 0.0007
O 4.089 23.9005 28.141 0.0008 0.0017 -0.0011
O 2.8553 0.0664 29.2309 -0.0008 -0.0009 -0.0005
O 0.6763 9.6974 28.5595 -0.0014 -0.0009 0.0015
O -0.1413 5.4457 20.8194 -0.0005 -0.0013 0.0004
O -1.3086 4.9551 24.7912 0.0002 -0.001 -0.0013
O -2.2202 7.8425 30.6379 -0.0002 0.002 0.0023
O 3.9261 16.3844 21.8674 -0.0002 -0.0001 -0.0003
O 13.1742 -1.433 26.5776 0.0011 -0.0008 -0.0005
O 5.4772 2.884 26.0314 -0.0006 -0.0006 -0.0008

Results
free energy: -134426.927 eV
free energy less fixed offsets of N -386.36, O -570.45, Si -639.56 eV per atom: 0.993 eV

The program warned: the cutoff lies below the one the program advises for these potential files; the forces do not sum to zero within the program's tolerance; empty levels may hold ghost states of the PAW files; the exchange-correlation potential is rough where the density is thin.
